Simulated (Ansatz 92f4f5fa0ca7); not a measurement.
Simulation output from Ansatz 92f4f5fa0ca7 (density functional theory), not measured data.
Periodic cell of 228 atoms, Si140O88, from a study of silicon, its oxide and their interface. The atomic structure is a simulated model.
This geometry differs little from another in the collection (a relaxation step or a small displacement).

Settings: functional r2SCAN; potential files Ansatz PAW; basis plane waves; wave-function cutoff 800 eV; density cutoff ratio 5; exchange-correlation grid ratio 1; k mesh 1 x 1 x 1, shifted by 0.5 0.5 0 of a step; self-consistency stop 1e-10 eV per atom in the density residual; occupations fixed; spin none; net charge 0.

Cell vectors (angstrom)
a 10.888 0 0
b 0 10.888 0
c 0 0 32.9254

Atoms: element, x, y, z (angstrom)
Si -0.3643 0.1336 0.1396
Si 2.3991 3.0411 -0.1447
Si 0.0463 5.147 0.0025
Si 2.8935 8.043 0.1226
Si 5.8154 -0.0578 0.2585
Si 8.3995 2.3749 0.2672
Si 5.116 5.8263 0.0037
Si 7.8148 8.463 0.0495
Si 1.3362 1.3763 1.2278
Si 4.0228 4.1103 1.2295
Si 1.263 6.7921 1.2776
Si 4.1106 9.6103 1.3728
Si 6.9256 1.3066 1.7284
Si 9.5187 4.0305 1.4579
Si 6.7178 6.8668 1.3644
Si 9.3988 9.5075 1.4775
Si 0.0257 2.6675 2.7592
Si 2.6937 0.062 2.6636
Si -0.0449 8.1365 2.7044
Si 2.6718 5.4447 2.6735
Si 5.3865 2.7727 2.7019
Si 8.2119 -0.0775 3.0171
Si 5.4179 8.2176 2.7826
Si 8.1129 5.4665 2.6866
Si 1.3638 4.0723 4.0852
Si 4.0475 1.3907 4.0704
Si 1.3449 9.5413 4.0236
Si 4.0357 6.8132 4.0566
Si 6.7618 4.1161 4.0647
Si 9.5949 1.3537 4.1974
Si 6.7659 9.4797 4.2328
Si 9.4908 6.7873 4.0806
Si 0.0513 -0.0222 5.4939
Si 2.7161 2.7292 5.4679
Si -0.0219 5.4259 5.433
Si 2.6976 8.1825 5.4108
Si 5.3984 0.0227 5.4712
Si 8.1492 2.7419 5.4305
Si 5.4184 5.4731 5.4331
Si 8.1652 8.1195 5.5113
Si 1.3855 1.35 6.8465
Si 4.0899 4.0979 6.7993
Si 1.3533 6.8066 6.7698
Si 4.0555 9.5209 6.8122
Si 6.8042 1.3712 6.7946
Si 9.5129 4.0718 6.8126
Si 6.7886 6.7744 6.8436
Si 9.5441 9.5138 6.8166
Si -0.0103 2.7058 8.1784
Si 2.7336 -0.0128 8.1993
Si 0.0283 8.1641 8.1506
Si 2.7155 5.4509 8.1455
Si 5.4614 2.7396 8.1457
Si 8.1744 0.001 8.1478
Si 5.4328 8.1622 8.1756
Si 8.1621 5.4192 8.1863
Si 1.3684 4.0805 9.5113
Si 4.112 1.3795 9.492
Si 1.3718 9.5044 9.548
Si 4.0734 6.7885 9.5334
Si 6.8168 4.0497 9.5486
Si 9.5288 1.3309 9.5453
Si 6.8198 9.531 9.5051
Si 9.5619 6.8016 9.4757
Si 0.0156 -0.0266 10.9113
Si 2.7408 2.708 10.8583
Si 0.0172 5.4636 10.8549
Si 2.7293 8.1467 10.9166
Si 5.4713 0.039 10.8419
Si 8.1799 2.6915 10.9184
Si 5.4309 5.403 10.8835
Si 8.221 8.1583 10.8197
Si 1.4043 1.3509 12.2357
Si 4.0698 4.0362 12.2726
Si 1.3638 6.7702 12.2846
Si 4.1117 9.5815 12.1771
Si 6.8003 1.3396 12.2865
Si 9.5725 4.0951 12.2037
Si 6.872 6.7754 12.1244
Si 9.5519 9.4729 12.2585
Si 0.0982 2.7931 13.5523
Si 2.7593 -0.0094 13.6193
Si 0.0035 8.1124 13.6689
Si 2.7236 5.3981 13.6473
Si 5.4053 2.6735 13.6699
Si 8.1987 -0.0382 13.5927
Si 5.5784 8.2316 13.3761
Si 8.163 5.4081 13.54
Si 1.43 4.032 15.1376
Si 4.0908 1.3071 15.1065
Si 1.3962 9.4945 14.9887
Si 4.2224 6.8897 14.6424
Si 6.7846 4.0734 14.9416
Si 9.5763 1.4188 14.7878
Si 6.8655 9.4477 14.9351
Si 9.5155 6.6893 14.9788
Si 0.2178 0.2984 16.1197
Si 2.5201 2.3944 16.5464
Si -0.3401 5.0518 16.3283
Si 3.1005 8.3054 16.0903
Si 5.2723 -0.3755 16.2748
Si 8.331 2.8342 16.1866
Si 5.6357 5.7575 16.1011
Si 7.9468 7.83 16.2853
Si -8.461 24.0394 21.8535
Si 5.9308 30.5364 22.532
Si 7.2312 26.3246 25.6663
Si 12.27 9.8515 30.9484
Si 11.4148 30.6151 22.6493
Si 27.515 11.301 29.0445
Si 30.5707 11.4676 20.3321
Si 24.8175 23.2102 30.2212
Si -5.6358 38.8512 23.9647
Si 17.553 30.9049 27.3208
Si 19.5206 -0.8272 22.9528
Si 0.4487 6.2516 24.1782
Si 14.7654 4.8383 21.6942
Si -3.3522 17.025 28.1914
Si 11.6869 27.1271 19.2049
Si 26.7284 10.3901 25.0034
Si 14.4338 6.1578 18.1452
Si 2.2455 21.8955 24.0046
Si 32.8432 -2.796 26.2432
Si 14.7944 18.5148 20.5125
Si 25.7619 13.7327 19.3902
Si -1.8008 21.3576 25.9021
Si -12.0076 9.4343 18.2582
Si 17.4883 1.3652 18.4507
Si -1.5635 39.4094 30.7744
Si -16.4879 2.1173 26.3996
Si 6.3741 12.9621 31.0922
Si 13.2793 2.8463 27.4658
Si 21.3875 -18.895 20.9326
Si 31.3652 14.7257 23.6337
Si 2.861 16.5392 28.4213
Si 2.7735 -4.1309 25.6609
Si 11.6201 40.4759 29.1487
Si 11.8907 8.1992 19.8876
Si -5.4992 4.7835 30.0476
Si 0.102 1.7486 25.5744
O 10.459 13.7307 -8.3881
O 14.3539 -15.4582 -5.8632
O 22.6988 -3.5492 -9.8432
O 7.6526 2.125 -15.4377
O 15.2322 22.3246 -3.0764
O -8.9795 17.6108 -3.7836
O 9.8918 5.5397 -1.2165
O 5.6757 1.3142 -5.1973
O 15.8171 15.8507 -9.9913
O 5.5233 3.1804 -2.6675
O -1.134 12.7191 -12.9706
O 12.1049 4.127 -0.5513
O -11.1237 7.5566 -2.5325
O 14.6574 24.4862 -6.3395
O 12.146 9.3182 -3.5037
O -4.5079 3.2692 26.1595
O 10.3996 6.9623 25.3005
O 2.8829 23.048 23.0473
O 11.253 30.8244 21.0742
O 4.3812 25.9613 20.2771
O -1.4465 3.907 16.7128
O 25.74 6.9632 24.5924
O -18.6808 24.3766 31.3592
O 17.8024 1.007 29.9962
O 10.0632 -0.25 17.2401
O 35.1682 34.6632 28.8236
O 8.0266 5.2343 26.9205
O 12.6897 18.9448 25.9568
O 17.6683 9.6668 32.504
O 16.9085 9.7596 28.6678
O 15.0208 9.4167 16.7241
O 16.9847 18.1938 23.1877
O 15.8674 -2.2853 21.2232
O 0.5973 6.6542 20.1226
O 3.9639 17.8094 32.5329
O 2.0587 15.2529 27.8911
O -16.1765 20.256 26.102
O 13.5841 7.2486 17.2818
O 5.2911 20.7434 23.5238
O 16.6483 16.3343 31.4725
O -0.5118 -1.3955 25.9181
O -2.5846 10.549 24.4681
O 20.0888 20.9736 19.6098
O 6.7703 6.7688 16.7538
O 8.212 25.9209 24.4325
O 19.5553 19.3148 17.6334
O 14.2206 21.3743 25.0871
O 9.9447 30.941 23.1979
O 5.4403 22.8149 25.1965
O 13.284 5.2677 18.8753
O 18.4252 2.8647 31.8812
O 21.8327 5.6084 17.8028
O 8.9012 54.8452 21.9423
O 1.0876 13.2589 26.6665
O 10.8903 20.9865 31.7573
O 4.5158 17.8327 19.1806
O -4.8859 10.9754 17.6619
O 0.9373 11.554 24.7417
O 25.6865 5.1666 29.5376
O 1.7577 16.5593 24.9691
O 2.3045 8.7844 31.7267
O 4.5646 16.1394 17.261
O 7.2998 11.8052 19.8307
O 12.2036 1.3009 16.823
O -7.6596 23.6765 20.482
O 24.8311 24.622 18.0355
O 9.6975 22.815 26.2588
O 29.2148 9.2411 22.2327
O 8.6367 17.1663 29.3815
O 16.2901 24.1103 18.8612
O 23.5213 31.5435 23.1202
O -0.4162 5.1621 23.4285
O 0.8372 -8.782 21.6528
O 3.436 -4.4994 21.4661
O 0.3116 8.7118 18.5216
O 13.5972 -17.9434 22.2075
O 31.2122 3.3254 22.0949
O 17.0399 38.2938 25.1621
O 8.0188 20.8463 26.9905
O 11.1186 4.0763 20.0172
O 9.4805 1.3017 32.5813
O 27.2524 12.0606 32.1277
O -2.5364 7.7245 31.6146
O 7.0315 -14.1955 27.6213
O 17.2216 5.311 28.8683
O -0.1022 18.617 27.7813
O 2.0186 0.4191 30.9044
O 2.5984 -2.4529 20.0074

Results
free energy: -139742.086 eV
free energy less fixed offsets of O -570.45, Si -639.56 eV per atom: -4.086 eV

Forces (eV/angstrom), in the order of the atoms: element, x, y, z
Si -0.0002 -0.0005 -0.002
Si 0.001 0.0007 -0.0017
Si 0.0006 -0.0002 -0.0007
Si -0.0005 -0.0002 -0.0009
Si -0.0005 0.0003 -0.0017
Si -0.0004 -0.0006 -0.001
Si 0.0004 -0.0012 -0.0004
Si 0.0004 -0.0006 -0.0028
Si 0.0001 0 0.0011
Si 0.0003 0 -0.0005
Si 0.0001 -0.0008 0.0014
Si 0.0006 -0.0009 0.001
Si -0.0002 0.0002 0.0006
Si 0.0003 -0.0002 0.0008
Si 0.0001 -0.0001 0.0004
Si 0 -0.0005 0.002
Si 0.0001 -0.0002 0.0023
Si -0.0009 0 0.0021
Si 0.0002 -0.0004 -0.0005
Si -0.0002 -0.0008 0.0018
Si -0.0001 0.0006 -0.0004
Si 0.0007 -0.0005 0.0017
Si 0.0001 0 0.0003
Si 0.0002 -0.0003 0.0006
Si 0.0005 -0.0009 -0.0004
Si -0.0002 -0.0006 -0.0003
Si 0.0003 -0.0004 0.0013
Si 0.0002 -0.0003 0.0005
Si 0.0004 0.0002 0
Si 0.001 -0.0007 0.0007
Si -0.0001 -0.0004 0.0012
Si 0.0003 -0.0003 -0.0005
Si 0.0004 -0.0003 0.0015
Si 0 -0.0011 0.0008
Si -0.0004 -0.0007 0.0004
Si 0.0001 -0.0002 0.0011
Si -0.0003 -0.0004 0.0005
Si -0.0001 0 0.0004
Si 0.0004 -0.0004 0.0003
Si 0 -0.0004 0.0012
Si 0 -0.0009 0.0005
Si -0.0001 -0.0004 0
Si 0.0005 -0.001 0.0007
Si 0.0003 -0.0013 0.0001
Si 0.0003 -0.0013 0.0006
Si 0.0005 -0.0014 0.0002
Si 0.0001 0.0001 0.0004
Si 0.0002 -0.0009 -0.0004
Si 0.0004 -0.001 0.0006
Si 0.0005 -0.0009 0.0003
Si 0.0001 -0.0009 0.0006
Si 0.0003 -0.0009 0.0003
Si 0.0006 -0.0006 0.0009
Si 0.0005 -0.0007 0.001
Si 0.0003 -0.001 0.0004
Si 0.0005 -0.0004 0.0006
Si 0.0001 -0.0013 0.0001
Si -0.0001 -0.0007 0.0005
Si 0.0005 -0.0006 0.0008
Si 0.0007 -0.0008 0.0008
Si 0.0006 -0.0004 0.0007
Si 0.0007 -0.0004 0.0009
Si 0.0005 -0.0012 0.0003
Si 0.0002 -0.0011 0.0007
Si 0.0003 -0.0004 0.001
Si 0.0004 -0.0009 0
Si 0.0003 0 0.0001
Si 0.0005 -0.0006 0.0011
Si 0.0001 0.0003 0.0008
Si 0.0005 -0.0002 0.0012
Si 0.0002 0.0002 -0.0004
Si 0.0004 -0.0009 0.0006
Si 0.0006 -0.0016 -0.0003
Si 0.0003 0 0.0007
Si 0.0004 0 0.0015
Si -0.0003 0.0005 0.0004
Si 0.0005 -0.0006 0.0015
Si -0.0007 -0.0006 0.0011
Si 0.0007 -0.001 0.0008
Si 0.0001 0.0004 0.0001
Si 0.0008 -0.0003 0.0006
Si 0 -0.0006 -0.0013
Si 0.0008 0.0001 0.0016
Si 0.0006 -0.0004 0.0011
Si -0.0006 -0.0007 0.0015
Si -0.0001 -0.0002 -0.0001
Si -0.0001 0.0001 0.0007
Si 0.0008 0.0001 -0.0001
Si 0.0002 -0.0003 0.0014
Si 0.0007 0 0.0011
Si -0.0004 -0.0002 -0.0009
Si 0 -0.0007 0.0003
Si 0.0002 -0.0006 0.0021
Si -0.0004 0.0004 -0.0006
Si -0.0003 -0.0007 0.0022
Si 0.0006 -0.0006 -0.0008
Si 0.0002 -0.0003 0.0031
Si 0.0005 0.0006 0.0028
Si 0.0008 0.0003 0.0029
Si 0.0009 -0.0011 0.0007
Si 0.0011 -0.0005 0.001
Si 0.0001 -0.0006 0.001
Si 0.0002 0 0.001
Si -0.0004 0 0.0026
Si 0.0002 0.0005 0.0005
Si 0.0005 -0.0003 0.0017
Si -0.0004 0.0012 -0.0002
Si 0.0004 -0.0007 -0.0028
Si 0.0004 -0.0001 0.0029
Si 0.0001 -0.0009 -0.0024
Si 0.0002 -0.0002 0.0045
Si 0.0009 0.0009 -0.0013
Si -0.0011 0.0004 0.0004
Si 0.0005 -0.0004 -0.001
Si -0.0004 0.0003 0.0009
Si -0.0008 0.0021 0.0004
Si 0.0006 -0.0001 0.003
Si -0.0003 -0.0006 -0.0007
Si -0.0004 -0.0003 0.0027
Si 0.0001 0.0003 0.0008
Si 0.0003 0.0003 0.0045
Si 0.0002 0.0003 0.0009
Si 0.0003 0.0014 -0.0001
Si 0.0003 0.001 0.0028
Si -0.0002 -0.0004 0.0026
Si 0.0008 -0.0006 -0.0005
Si 0.0002 -0.0002 0.0037
Si 0.0002 -0.0002 0.0022
Si 0.0008 -0.0002 -0.0038
Si 0.0007 0.0003 -0.0003
Si 0.0003 0.0001 -0.0027
Si 0.0003 0.0001 -0.0003
Si 0.0003 -0.0003 0.0024
Si 0 0.0007 0.0017
Si 0.0001 0.0001 -0.0015
Si 0.0005 0 -0.0009
Si -0.0009 0.0001 -0.0026
Si 0.0005 0.0004 0.0031
Si -0.0001 -0.0003 -0.0028
Si -0.0003 0.0011 0.0007
O 0.0012 0.0017 0.0019
O -0.0003 -0.0002 0.0008
O -0.0006 0.0002 0.0005
O 0.0002 -0.0006 -0.0015
O 0.0002 0.0004 0.0013
O -0.0001 -0.0003 0.0014
O 0.0007 -0.0014 0.0026
O 0.001 0.0016 0.0017
O -0.0004 -0.0003 -0.0006
O 0.0004 -0.0013 0.0014
O -0.001 -0.0001 -0.0002
O -0.0006 -0.001 0.0021
O -0.0008 0.0004 0.0008
O -0.0004 -0.0003 0.0016
O 0.0014 0.0008 0.0022
O -0.0012 -0.0011 0.0006
O 0.0004 0.0012 0.0008
O 0.0002 -0.0001 0.0004
O 0.0005 -0.0002 -0.0012
O 0.0001 -0.0001 -0.0003
O -0.0004 -0.0003 -0.0008
O -0.0001 0 0.0001
O -0.0001 0.0017 0.0037
O 0.0005 0.0004 0.0012
O 0.0002 0.0014 -0.0032
O -0.0004 -0.0013 0.0018
O -0.0003 0.0009 0.0007
O 0.0003 0.0006 0.0014
O 0.0002 -0.0003 0.0021
O 0.0001 0.0012 0.0004
O 0.0003 -0.0007 -0.0002
O -0.0006 0.0014 -0.0006
O 0.0002 0.0003 -0.0007
O 0 -0.0004 -0.0002
O 0 -0.0009 0.001
O 0.0004 -0.0007 0.0007
O -0.0001 0.0004 0.0006
O 0 0.0008 -0.0006
O -0.0002 0 -0.0002
O -0.0005 0 0.0025
O 0.0005 0.0013 0.0008
O -0.0004 0.0003 -0.0001
O 0.0004 0.0002 -0.0007
O 0.001 -0.0002 0.0004
O -0.0003 0.0002 0.0017
O -0.0007 -0.0007 -0.0006
O 0.0004 0.0013 0.0008
O -0.0004 0 -0.001
O -0.0006 0.0004 0.0009
O -0.0001 -0.0003 -0.0016
O 0.0012 -0.0004 0.0032
O -0.0008 -0.0014 -0.0029
O 0.0006 0.0007 0.0003
O -0.0006 -0.0009 0.001
O -0.0004 0.001 0.0027
O -0.0004 -0.0002 -0.0013
O -0.0009 -0.0009 -0.0011
O 0.0002 0.0017 -0.0001
O 0.0005 -0.0004 0.0016
O -0.0015 0.0006 0.0001
O 0.0004 -0.0012 0.0021
O 0.0007 -0.0002 -0.0006
O -0.0005 0.0006 -0.0013
O 0.0009 -0.0009 -0.0004
O 0.0006 0.0004 -0.0004
O -0.0004 -0.0012 -0.0021
O 0.0006 0.001 -0.0019
O -0.0007 0.0002 0.0002
O 0.0005 0.0005 0.0017
O 0.0006 0.0005 -0.0009
O -0.0002 0.0012 0.0004
O -0.0017 0.001 -0.0006
O 0.0005 0.0005 -0.0007
O 0 0.0009 -0.0014
O -0.0004 -0.0005 -0.0009
O 0.0006 0.0001 -0.0005
O 0.0004 -0.0002 -0.0008
O 0.0004 -0.0006 0.0005
O -0.0001 0.0001 0.0007
O 0.0003 0.0007 -0.0002
O 0.0006 0.0006 0.0028
O 0.0004 -0.0003 0.0018
O -0.0012 0.0005 0.0032
O -0.0002 0.0015 0.0006
O -0.0001 0.0001 0.0017
O 0.0008 0.0012 0.0018
O 0.0003 -0.0006 0.0031
O -0.0002 0.001 0.0002

The program warned: the cutoff lies below the one the program advises for these potential files; the forces do not sum to zero within the program's tolerance; empty levels may hold ghost states of the PAW files; the exchange-correlation potential is rough where the density is thin.
